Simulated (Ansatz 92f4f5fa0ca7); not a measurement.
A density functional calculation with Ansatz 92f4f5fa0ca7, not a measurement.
Periodic cell of 158 atoms, Si90O68, from a study of silicon, its oxide and their interface. The atomic structure is a simulated model.

Settings: functional r2SCAN; potential files Ansatz norm-conserving; basis plane waves; wave-function cutoff 1300 eV; density cutoff ratio 4; exchange-correlation grid ratio 1; k mesh 2 x 2 x 1, shifted by 0.5 0.5 0.5 of a step; self-consistency stop 5e-08 eV per atom in the density residual; occupations Fermi-Dirac, 0.05 eV; spin none; net charge 0.

Cell vectors (angstrom)
a	10.88	0	0
b	0	10.88	0
c	0	0	22.5105

Atoms: element, x, y, z (angstrom)
Si	-0.0263	0.7595	-0.0127
Si	2.9074	3.0611	1.4488
Si	0.9788	4.7658	-0.2458
Si	2.9086	7.2988	0.1964
Si	5.83	0.0168	0.3268
Si	9.0537	2.659	0.02
Si	5.7868	4.8795	0.0409
Si	7.8221	8.6719	-0.0182
Si	1.2901	1.5864	1.635
Si	4.9287	2.4236	0.4172
Si	1.2539	6.3415	1.9313
Si	4.1757	9.4274	1.1764
Si	7.4956	1.3846	1.4382
Si	9.6082	4.5156	1.2649
Si	6.7901	6.8109	1.0597
Si	9.4795	9.2534	1.4508
Si	-0.1525	3.2608	2.901
Si	2.5832	-0.1847	2.7099
Si	-0.3111	7.6656	2.7121
Si	2.6542	5.3869	3.4543
Si	6.1426	2.708	2.8496
Si	8.3504	-0.0305	3.0378
Si	5.3694	8.254	2.6153
Si	8.1163	5.6223	2.4838
Si	1.1273	3.8297	4.6923
Si	4.3203	1.2898	3.5707
Si	1.16	9.4163	3.8864
Si	4.0832	6.9284	4.0705
Si	6.8531	4.3955	4.1622
Si	9.6368	1.5094	4.0521
Si	7.0504	9.3614	4.1847
Si	9.5038	6.3298	4.4037
Si	-0.1171	-0.1244	5.2272
Si	2.8089	2.4024	5.2121
Si	-0.0441	5.4522	6.1734
Si	2.7444	8.4128	5.3867
Si	5.6782	0.0209	5.274
Si	8.1392	2.9193	5.5245
Si	5.6117	5.8071	5.4179
Si	8.3631	8.0028	5.6515
Si	0.6741	1.9424	6.3449
Si	4.0817	4.0606	6.4798
Si	1.5689	6.8467	6.9704
Si	4.3048	9.5758	6.7303
Si	6.4123	1.598	6.5705
Si	9.2933	3.9757	7.4081
Si	6.8225	6.9629	6.94
Si	9.5864	9.6661	7.111
Si	0.426	2.9836	8.3372
Si	2.2212	0.9769	8.1114
Si	0.311	8.0816	8.4653
Si	2.8389	5.1254	7.8299
Si	5.1007	2.994	8.2477
Si	7.9046	0.4568	7.8269
Si	5.1585	8.2487	8.2821
Si	7.8194	5.4978	8.449
Si	3.6744	6.8519	11.9408
Si	3.7142	2.1468	9.8438
Si	1.9165	9.3809	9.7026
Si	4.1564	6.2924	9.4163
Si	5.9573	4.7017	9.4671
Si	9.8915	1.4753	9.7748
Si	6.6689	9.9678	9.0638
Si	9.8772	7.2069	10.4491
Si	-3.864	2.8683	13.943
Si	4.2986	0.0438	10.6463
Si	-2.0451	9.8419	11.1172
Si	13.4021	0.039	15.2423
Si	8.8671	5.0672	14.9714
Si	1.9777	5.6165	16.5931
Si	4.9276	14.8641	12.1393
Si	4.761	6.9285	17.3071
Si	4.5405	9.5655	13.38
Si	8.8046	11.91	12.279
Si	1.6258	2.8203	15.6162
Si	8.5934	7.7173	16.4528
Si	6.1335	9.2031	15.8319
Si	8.5167	13.3687	16.5046
Si	1.338	7.5318	12.0296
Si	0.9729	-2.7375	20.2598
Si	2.4482	12.7153	18.4138
Si	9.3824	2.4718	19.5359
Si	6.0732	6.3788	19.973
Si	4.0779	8.216	19.2726
Si	1.1546	4.3478	19.2981
Si	0.1303	7.1377	14.9536
Si	11.3439	11.1338	20.2772
Si	8.9635	7.4294	19.7806
Si	10.5232	1.0462	14.8989
Si	15.126	10.681	17.6756
O	-0.4543	-0.8648	0.2749
O	1.506	2.2104	-5.4263
O	5.1316	7.6045	-2.0402
O	1.939	3.5538	0.1146
O	1.3312	5.1543	-1.7927
O	2.9243	10.5541	-5.6273
O	1.5809	7.8867	-0.6746
O	11.0985	13.4573	-7.6835
O	4.879	1.2109	-0.6121
O	2.6245	1.6677	-7.608
O	4.1015	1.2898	-4.1473
O	14.249	4.2136	2.6001
O	5.3531	5.0317	-1.6284
O	6.3477	3.2606	-0.0457
O	5.5628	10.4428	-5.6989
O	8.7473	8.6759	-1.5307
O	8.3503	12.5615	8.8609
O	-2.9216	6.248	15.7012
O	9.5195	-2.5067	11.5614
O	1.4545	0.0555	9.3889
O	-1.0939	10.7052	10.1634
O	-1.6114	12.9037	11.1751
O	6.1471	4.0917	11.0846
O	1.7287	4.0598	8.5467
O	5.5677	3.4997	13.595
O	1.8239	4.3568	15.7102
O	9.9795	0.609	13.3747
O	5.7043	0.0849	9.8632
O	7.9912	15.1518	13.8037
O	11.1416	6.5437	11.2033
O	8.5961	6.2771	9.851
O	15.4611	8.0111	12.8316
O	0.8534	0.0232	15.0657
O	4.0184	3.1899	11.1496
O	0.5491	7.7246	13.4856
O	3.1804	9.8118	14.2832
O	4.4834	10.6399	12.2012
O	8.4292	2.4559	18.1659
O	7.0543	2.3776	15.5987
O	7.3938	9.4485	10.5187
O	12.3692	9.012	11.2051
O	1.3058	6.9375	15.9748
O	5.3965	7.6959	15.8385
O	3.0378	10.6228	7.3644
O	9.1659	3.939	16.0851
O	5.9476	6.1855	18.2947
O	3.6912	5.6855	16.5657
O	-0.3007	3.768	19.4035
O	3.6349	9.418	9.9994
O	-2.2995	13.6767	20.8987
O	11.2652	9.6274	20.0548
O	7.3632	1.5903	13.1435
O	8.7778	7.7403	18.1239
O	16.6852	10.0182	14.4305
O	9.9186	8.1007	15.5405
O	-3.0798	6.3515	20.1983
O	-0.3105	7.1222	19.9703
O	4.0904	-5.4913	12.5762
O	13.252	14.206	19.1591
O	-3.2373	9.0588	16.252
O	-0.5542	5.6387	14.5603
O	10.0849	11.8741	19.6447
O	12.5872	0.7402	19.371
O	2.4265	-3.0029	19.5
O	4.0946	9.8891	19.1551
O	1.2813	16.2278	18.0697
O	-1.5059	1.2066	15.9801
O	6.7698	10.0292	21.8597

Results
free energy: -42114.948 eV
free energy less fixed offsets of O -463.61, Si -117.95 eV per atom: 26.032 eV
pressure: -2.67 GPa
stress xx, yy, zz, yz, xz, xy (GPa, positive in tension): 1.99, 2.15, 3.86, 0.67, 0.12, 0.65

Forces (eV/angstrom), in the order of the atoms: element, x, y, z
Si	-0.3786	-0.1274	-0.4637
Si	1.5378	1.757	-1.1028
Si	-0.7385	2.346	1.2356
Si	-1.0702	0.5522	0.4182
Si	-1.3193	1.2079	-0.9542
Si	-0.5041	-2.2269	-0.8926
Si	-1.463	-0.7069	-2.0818
Si	-0.1995	1.6132	-4.0502
Si	-0.1916	-1.3739	2.2548
Si	1.0601	2.2887	1.1669
Si	1.6331	-0.6294	-2.4191
Si	-1.9239	0.9019	-0.2775
Si	-0.7908	-0.0759	0.2474
Si	1.6577	-1.1101	-1.4814
Si	-0.849	0.6811	0.1439
Si	-0.0209	1.873	0.2054
Si	0.448	-1.8936	-0.7361
Si	1.0659	0.9175	-1.6757
Si	0.1318	1.0538	1.4578
Si	-1.9649	-0.5996	0.0422
Si	-1.5297	-1.2694	-0.7462
Si	0.5274	-1.0553	-2.0079
Si	1.7324	-1.1448	0.8793
Si	-0.145	0.1061	1.8239
Si	0.0963	2.3529	0.3752
Si	-0.2829	-0.8688	1.9798
Si	0.3907	-1.3998	0.6055
Si	0.8291	1.3253	0.8927
Si	1.0396	-0.3264	-0.8053
Si	-0.9116	0.914	0.925
Si	-0.6969	-0.4551	-0.1792
Si	-0.0079	1.4031	-0.5914
Si	-0.0949	0.7604	1.882
Si	1.2214	0.0599	0.38
Si	-0.7109	-1.4238	-1.4974
Si	-0.3938	-1.2856	0.0904
Si	-2.1465	-1.2471	-1.2538
Si	0.2171	-0.4254	0.0751
Si	-1.5643	-1.1444	0.4936
Si	0.3251	1.2176	-0.2137
Si	1.3239	-1.9179	-0.4457
Si	1.529	-0.862	-2.2301
Si	-0.009	1.0011	-0.8003
Si	-2.4961	1.7637	-1.2651
Si	0.9522	2.0233	1.0679
Si	0.7292	0.9532	-0.4251
Si	-0.685	0.5717	0.9861
Si	0.5604	-0.4652	-1.3533
Si	-0.2191	0.9713	0.5644
Si	-0.3671	-1.2696	1.3601
Si	-0.674	1.0292	0.3344
Si	-2.5649	1.5772	2.2263
Si	1.2728	-1.0224	-1.6023
Si	1.299	-0.1423	-0.4268
Si	1.6524	-1.4488	0.5136
Si	1.6047	0.8237	1.9596
Si	0.474	-0.2444	0.2136
Si	-0.2019	-0.3401	0.5735
Si	0.5743	0.7776	-0.1341
Si	0.8285	0.8233	0.8732
Si	0.1931	-0.3307	2.2093
Si	-2.3796	-0.667	-0.7853
Si	-0.4594	-2.5898	2.5015
Si	-0.8746	-0.2491	-2.0691
Si	0.105	3.032	3.8236
Si	-0.2056	-1.76	-1.5141
Si	-1.0898	-0.0048	2.1966
Si	-2.6029	1.2735	1.1121
Si	-0.9698	-1.0327	-0.1648
Si	2.8134	0.9689	2.8456
Si	1.2586	2.3534	2.1038
Si	-0.2215	-1.8971	-1.7505
Si	0.9211	-0.3049	1.3518
Si	-2.2753	-3.2352	4.422
Si	-0.7145	-3.0378	-1.6665
Si	-0.7151	-0.4598	0.1027
Si	-1.9576	1.5792	-0.6059
Si	-1.8641	0.6938	-0.3756
Si	-0.8792	0.7482	0.5719
Si	1.5593	-1.2848	2.1217
Si	1.2724	0.4568	1.3655
Si	1.0736	1.0079	-1.6127
Si	1.059	-4.0815	-0.08
Si	-2.3355	1.3305	-0.2499
Si	0.7158	0.6011	0.7622
Si	-0.7319	-1.5411	-4.1984
Si	1.0472	3.5473	0.3508
Si	-0.0919	2.1847	0.3878
Si	0.0536	0.1867	-3.0606
Si	1.7359	1.661	4.3259
O	-0.0872	1.0258	1.3618
O	0.8995	-1.046	2.158
O	-0.7353	1.2231	-1.6897
O	1.0557	-0.1975	0.6071
O	-0.109	-0.0601	0.5964
O	-3.0552	-0.4879	-4.72
O	-0.43	0.3971	-1.1581
O	1.0363	-0.1291	-0.0576
O	0.697	-2.2617	0.6506
O	1.5801	0.3108	0.4105
O	-2.6573	1.7978	-1.2594
O	0.0243	-2.101	-2.1948
O	2.6577	2.9152	-0.4408
O	-0.8989	1.695	-0.0491
O	0.0183	-1.6739	0.5008
O	-1.239	-2.3685	-0.2169
O	2.8198	-0.6973	0.5364
O	1.6169	2.5463	1.2596
O	-0.9829	1.0383	-1.2734
O	0.849	0.3093	-1.0847
O	1.7305	0.8492	-2.5297
O	1.1871	2.5901	-0.5731
O	1.3599	1.763	-1.2547
O	-1.0799	-0.5979	0.3289
O	-1.3659	-0.4903	-1.7085
O	0.1705	-0.6068	-1.9774
O	-0.6052	1.5502	1.1054
O	-1.0816	1.4686	0.0778
O	0.3649	-0.6653	0.7625
O	1.2559	-0.4725	0.3252
O	1.2173	0.6001	-0.2306
O	-0.9068	0.1666	-0.6945
O	1.3669	-1.739	1.3065
O	-3.8548	-2.5349	-1.3177
O	1.5515	0.0185	0.0125
O	0.2384	0.3584	0.0796
O	0.1858	0.245	0.5191
O	0.7936	0.1122	0.0356
O	1.827	1.0916	-0.209
O	0.4474	-0.708	-1.8126
O	-0.9286	-1.8521	2.3846
O	1.2513	-0.2375	0.7534
O	-0.5965	0.5875	3.0419
O	1.0396	0.3322	0.2992
O	-0.2628	-1.1192	1.1888
O	-1.0151	0.7183	0.357
O	-0.0561	3.1763	2.306
O	-3.2959	-3.28	-0.0584
O	-1.2283	1.9673	-0.1952
O	0.3159	0.1191	0.7288
O	0.1691	-4.2717	-0.5559
O	3.1215	-1.8354	-3.0426
O	0.147	-0.6501	-0.1322
O	-1.0671	-2.4466	-1.5894
O	-1.7814	0.3987	1.9741
O	-2.125	0.281	-0.3375
O	0.285	0.6	-0.2594
O	0.5801	-0.5716	-0.5928
O	0.8597	-1.8723	-0.0723
O	1.2785	-1.5997	-0.2035
O	0.0243	1.5619	0.4405
O	-1.8236	1.6844	-1.0343
O	0.7973	0.9374	-0.5415
O	0.6136	0.1599	-0.4678
O	1.0812	-2.7038	-1.1568
O	0.6209	1.3419	-2.0221
O	-0.5268	-0.4213	0.9878
O	1.6258	-2.5393	1.0621
